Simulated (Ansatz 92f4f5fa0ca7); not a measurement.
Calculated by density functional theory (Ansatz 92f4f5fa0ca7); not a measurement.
Periodic cell of 225 atoms, Si133O90H2, from a study of silicon, its oxide and their interface. The atomic structure is a simulated model.
Doubt: the cutoff is far below the 930 eV that the study's wrapper takes by default for these files, so forces and energies are approximate.
This geometry differs little from another in the collection (a relaxation step or a small displacement).

Settings: functional PBE; potential files Ansatz PAW; basis plane waves; wave-function cutoff 580 eV; density cutoff ratio 5; exchange-correlation grid ratio 1; k mesh 1 x 1 x 1, Gamma-centred; self-consistency stop 5e-08 eV per atom in the density residual; occupations fixed; spin none; net charge 0.

Cell vectors (angstrom)
a 10.938 0 0
b 0 10.938 0
c 0 0 33.2856

Atoms: element, x, y, z (angstrom)
Si 0.4384 -0.3433 25.9454
Si 5.3318 0.3157 25.7547
Si 2.949 2.4068 25.7511
Si 7.9471 3.0325 26.0282
Si -0.2783 5.624 25.7309
Si 5.8464 5.3264 25.8317
Si 2.6143 8.3247 25.6933
Si 8.5693 8.0103 25.7629
Si 1.5045 1.2939 27.234
Si 6.7888 1.4099 27.2376
Si 4.1128 4.1202 26.9838
Si 9.5928 4.149 27.2311
Si 1.3822 6.7845 27.023
Si 6.9723 6.8763 27.1536
Si 4.1892 9.5465 27.0084
Si 9.6762 9.5282 27.1702
Si 2.8427 -0.091 28.5329
Si 8.2261 -0.018 28.4839
Si 0.0419 2.699 28.4977
Si 5.4064 2.7872 28.5194
Si 2.7458 5.4435 28.431
Si 8.2272 5.4853 28.5732
Si 0.0581 8.1361 28.5121
Si 5.5057 8.1978 28.4602
Si 4.1018 1.3673 29.8674
Si 9.5708 1.3673 29.8674
Si 1.3673 4.1018 29.8674
Si 6.8362 4.1018 29.8674
Si 4.1018 6.8362 29.8674
Si 9.5708 6.8362 29.8674
Si 1.3673 9.5708 29.8674
Si 6.8362 9.5708 29.8674
Si 0 0 31.2346
Si 5.469 0 31.2346
Si 2.7345 2.7345 31.2346
Si 8.2035 2.7345 31.2346
Si 0 5.469 31.2346
Si 5.469 5.469 31.2346
Si 2.7345 8.2035 31.2346
Si 8.2035 8.2035 31.2346
Si 1.3673 1.3673 32.6019
Si 6.8362 1.3673 32.6019
Si 4.1018 4.1018 32.6019
Si 9.5708 4.1018 32.6019
Si 1.3673 6.8362 32.6019
Si 6.8362 6.8362 32.6019
Si 4.1018 9.5708 32.6019
Si 9.5708 9.5708 32.6019
Si 2.7345 0 0.6835
Si 8.2035 0 0.6835
Si 0 2.7345 0.6835
Si 5.469 2.7345 0.6835
Si 2.7345 5.469 0.6835
Si 8.2035 5.469 0.6835
Si 0 8.2035 0.6835
Si 5.469 8.2035 0.6835
Si 4.1018 1.3673 2.0507
Si 9.5708 1.3673 2.0507
Si 1.3673 4.1018 2.0507
Si 6.8362 4.1018 2.0507
Si 4.1018 6.8362 2.0507
Si 9.5708 6.8362 2.0507
Si 1.3673 9.5708 2.0507
Si 6.8362 9.5708 2.0507
Si 0 0 3.418
Si 5.469 0 3.418
Si 2.7345 2.7345 3.418
Si 8.2035 2.7345 3.418
Si 0 5.469 3.418
Si 5.469 5.469 3.418
Si 2.7345 8.2035 3.418
Si 8.2035 8.2035 3.418
Si 1.3401 1.3681 4.8119
Si 6.7969 1.3864 4.769
Si 4.0436 4.1651 4.746
Si 9.5641 4.1118 4.8187
Si 1.3608 6.8429 4.8006
Si 6.813 6.8417 4.7953
Si 4.0786 9.5748 4.8495
Si 9.5106 9.6246 4.6867
Si 2.6324 -0.0528 6.2371
Si 8.1578 -0.0026 6.0958
Si -0.0259 2.7483 6.2216
Si 5.3462 2.7293 6.0503
Si 2.7309 5.5053 6.2287
Si 8.1335 5.4285 6.1776
Si -0.1252 8.2281 5.9981
Si 5.4572 8.1973 6.232
Si 3.7846 1.6251 7.4208
Si 9.6924 1.1214 7.4527
Si 1.5985 3.8968 7.5347
Si 6.5187 4.2036 7.4243
Si 4.3906 6.5606 7.5913
Si 9.2658 7.1237 7.3582
Si 0.899 9.7403 7.4422
Si 7.0766 9.381 7.4971
O 9.6002 6.811 25.2296
O 4.1373 1.3559 25.225
O 8.1899 8.2384 7.9688
O 2.7091 2.7539 7.9971
O 6.8941 4.128 25.3555
O 1.4901 9.4829 25.2848
O 5.4867 5.379 7.9284
O -0.1163 0.0144 7.9112
O 6.9653 3.3835 8.7891
O 6.5466 10.1433 8.8724
O 10.1468 6.5575 8.6236
O 1.128 8.8496 8.8091
O 4.6059 1.0554 8.717
O 1.0385 4.6211 8.925
O 8.9227 1.5548 8.8524
O 3.9694 7.037 9.1108
O 8.0365 8.8404 24.4323
O 8.7063 2.2879 24.7988
O 5.5005 6.2615 24.5027
O 2.0005 2.8117 24.4535
O 10.7511 0.4389 24.6625
O 0.1894 4.7668 24.3883
O 7.2484 11.878 20.6676
O 6.2257 10.7815 24.4432
Si 9.6682 1.3593 23.9042
Si 4.5665 6.4563 20.5409
Si 1.0595 8.8898 10.4369
Si 17.2807 5.2576 15.8593
Si 7.3356 2.1636 19.5812
Si 19.3147 14.3149 12.6095
Si 11.0287 4.9561 16.8196
Si 9.2352 -0.6221 16.4741
Si 15.4159 10.5216 19.0231
Si 12.7042 3.0122 18.2868
Si 8.3595 2.9378 9.5047
Si 2.9409 8.0151 18.4335
Si 11.5561 1.0806 16.2885
Si 0.4365 13.6325 13.5438
Si 4.2988 2.5033 20.0212
Si 6.13 2.4495 14.4351
Si 7.094 5.8997 18.8049
Si 5.2145 10.7732 9.5873
Si 15.1704 6.5758 23.5291
Si 17.9182 10.2552 20.66
Si 3.0609 4.3419 21.9328
Si 11.4424 9.5677 14.8283
Si 6.5662 11.6091 16.9869
Si 5.28 8.2861 13.1027
Si 10.533 5.2054 9.4304
Si 3.7152 6.9773 15.4739
Si 7.482 10.1401 23.6078
Si -2.2086 8.4578 18.8317
Si -0.3825 6.7884 12.0575
Si 1.6136 10.9853 12.3303
Si 11.024 6.6946 19.0366
Si 3.8486 8.1125 10.3209
Si 0.8078 3.4959 23.5511
Si 10.0907 3.764 19.1491
Si 4.8474 11.2669 12.5538
Si 7.8225 6.2933 13.4963
Si 1.3336 5.3848 14.1434
O 9.9161 7.7024 19.6578
O 5.1054 1.7244 13.3767
O 11.43 2.8176 19.329
O 7.3833 12.5147 18.0676
O 4.1293 7.973 14.2365
O 4.0421 0.9063 19.8675
O 2.3541 8.04 10.9454
O -1.071 4.0065 17.5093
O 7.7353 4.8939 12.6253
O 9.4503 -1.8626 17.5084
O 5.8043 14.8974 14.9969
O 5.5102 9.9137 13.2242
O 10.7291 8.154 11.1662
O 17.658 5.0387 17.4466
O 1.3192 10.6377 15.7743
O 6.0445 12.4896 15.7631
O 1.5558 7.4223 19.1097
O 19.6649 3.0615 19.7841
O 7.5026 18.389 18.4196
O 12.6474 1.7139 17.3085
O 3.231 11.0781 12.4506
O 3.2328 7.6367 24.295
O 19.1382 9.6485 19.7819
O 9.4306 4.0796 9.0951
O 11.9626 9.8272 13.3229
O 3.8944 2.9821 21.5416
O 4.7056 7.1331 22.0479
O 1.1674 10.4679 10.8505
O 5.1064 6.292 15.9295
O 18.5724 10.5442 16.3818
O -2.7694 2.7743 11.1064
O 6.6494 7.4107 13.2858
O 5.8732 2.9295 19.7423
O 11.0334 5.1322 15.2191
O 16.1889 10.9012 17.6316
O 10.1098 11.6214 16.9805
O 0.3001 2.1197 15.0688
O 3.546 5.0973 23.305
O 14.0415 -3.2592 16.838
O 11.7186 8.0328 15.2387
O 5.529 11.3807 11.0659
O 4.0944 -1.3455 9.6741
O 8.6503 11.2295 23.2049
O 4.8456 7.861 11.5787
O 10.5898 2.4277 23.061
O 3.3449 5.3719 20.6955
O 7.6712 5.8641 15.0854
O -0.4805 5.526 11.0168
O 9.8331 9.8997 15.0061
O 0.9334 12.4362 12.5663
O 6.94 9.6427 22.1607
O 1.5502 3.8939 13.4905
O 4.1579 7.4011 19.3043
O 2.691 5.8482 14.8976
O 9.9505 14.2328 13.0185
O 3.1488 9.6321 18.676
O 9.2422 6.9546 13.027
O 16.9245 5.8392 20.0221
O 0.8998 6.4435 12.9965
O 10.8062 6.4792 17.4096
O 16.5082 9.7842 19.9871
O 1.4828 4.0163 22.1535
O 10.6704 5.2306 19.7335
O 23.4026 4.3731 17.3853
O 14.1805 3.1677 18.9482
O 7.5906 2.4599 13.7087
H 8.2747 5.3048 19.4128
H 11.3489 7.7114 16.1001

Results
free energy: -135767.686 eV
free energy less fixed offsets of H -15.97, O -568.88, Si -635.61 eV per atom: -0.416 eV

Forces (eV/angstrom), in the order of the atoms: element, x, y, z
Si 0.0007 -0.0027 -0.0022
Si 0.0001 -0.0027 0
Si -0.0005 -0.002 -0.0078
Si 0.0021 -0.0027 0.0013
Si -0.0004 -0.0016 0.0014
Si 0.0001 -0.0002 -0.0069
Si 0.0005 -0.0016 0.0034
Si 0.0019 -0.002 -0.0037
Si -0.0016 0.0012 0.0013
Si 0.0015 -0.0026 -0.0004
Si -0.0025 0.0026 0.001
Si -0.0002 0.001 -0.0011
Si -0.0008 -0.0001 0.0005
Si -0.0023 0.0017 0.0015
Si -0.0006 -0.0013 -0.0015
Si -0.0003 0.0001 0.0026
Si 0.001 -0.0011 0.0001
Si 0.0005 0.0004 0.0008
Si 0.0008 0.0002 0
Si 0.0007 -0.0013 0.0034
Si -0.0004 0.002 0.0004
Si 0.0037 0.0003 0.0004
Si 0.0007 0.0002 -0.0001
Si 0.0004 0.001 0.0001
Si 0.0844 -0.0162 0.2994
Si 0.045 -0.0683 -0.1067
Si 0.18 -0.0096 -0.1949
Si -0.2059 0.084 0.2032
Si 0.0107 -0.0536 -0.4907
Si 0.3175 0.0932 0.5257
Si 0.2459 -0.3121 0.0902
Si 0.0619 -0.0142 -0.1309
Si -0.0002 0.0236 -0.0369
Si 0.067 0.1756 -0.0032
Si -0.051 -0.0789 -0.0085
Si -0.0525 0.0104 -0.0261
Si -0.0684 0.0833 0.0038
Si 0.0653 -0.0201 0.0018
Si -0.0909 0.0643 0.0166
Si 0.0713 0.0348 -0.0091
Si -0.0063 0.0335 -0.0027
Si 0.0289 -0.0837 -0.0072
Si 0.0017 0.0025 -0.0189
Si 0.0629 -0.0213 -0.0338
Si 0.0574 -0.0786 -0.0142
Si -0.021 0.0193 -0.0077
Si 0.0395 -0.0526 -0.0376
Si -0.0321 -0.0139 -0.0122
Si -0.0141 0.0029 0.0066
Si 0.0122 0.0723 0.0489
Si -0.0944 0.0198 0.0113
Si 0.019 0.0093 0.0135
Si -0.0316 0.0234 0.0395
Si 0.0012 -0.0172 0.0079
Si -0.0005 -0.0001 0.0092
Si -0.0283 0.0782 0.0045
Si -0.0183 -0.025 0.0379
Si 0.0897 -0.0134 -0.0145
Si -0.0446 -0.1153 -0.016
Si 0.0084 0.0129 0.0373
Si 0.0848 -0.0247 -0.0163
Si -0.0209 0.0094 0.0292
Si -0.0012 0.025 0.038
Si -0.0637 -0.1608 -0.0267
Si 0.0648 0.3506 -0.3508
Si -0.2204 -0.1674 0.1419
Si -0.2804 -0.0241 -0.0027
Si 0.0592 0.0774 0.136
Si 0.0293 -0.0734 0.1682
Si -0.0541 0.2368 -0.1981
Si 0.0773 0.0394 0.2398
Si -0.3601 -0.1563 -0.343
Si -0.0003 0.0035 -0.0014
Si -0.0011 0.0014 0.0011
Si 0.0007 0.0033 0.0036
Si -0.0011 0.0013 -0.0012
Si 0.0008 0 0.0002
Si -0.0043 -0.0007 -0.0001
Si -0.0008 0.0006 -0.0006
Si -0.0009 -0.0009 -0.001
Si 0 -0.0011 -0.0007
Si -0.0011 -0.0019 0.0012
Si 0.0032 -0.0022 0.0031
Si -0.0025 0.003 -0.0022
Si 0.0026 -0.003 0
Si -0.0005 0.0004 0.0004
Si 0.0015 -0.0002 -0.0022
Si 0.0032 -0.0019 0.0026
Si -0.001 0.0044 0
Si -0.0014 0.0023 0.0029
Si 0.0016 -0.0005 -0.005
Si -0.0054 0.0023 -0.0038
Si 0.0016 -0.0038 -0.0078
Si -0.0017 -0.0003 0.0043
Si 0.0007 0.0004 0.0026
Si -0.002 -0.0003 -0.0014
O -0.0011 0.001 -0.0006
O -0.0009 0.001 0.0047
O 0.0013 0.002 -0.0013
O -0.0021 -0.0029 0.0024
O -0.0019 0.0003 0.0039
O -0.0006 0.0011 -0.0006
O 0.0033 -0.0017 0.0067
O 0.0011 -0.0008 -0.0038
O 0.0006 -0.0003 0
O 0.0005 -0.0007 0.001
O -0.0006 0.0019 -0.0023
O -0.0002 -0.0009 -0.0018
O 0.0003 -0.0013 -0.0001
O 0.0001 0.0007 0.0015
O 0.0024 -0.0016 -0.0022
O -0.0023 0.0007 0
O 0.001 -0.0008 0.0025
O -0.0011 0.0007 0.0014
O 0.0024 -0.0013 0.0024
O 0.0025 -0.0015 0.0037
O 0.0021 -0.0025 0.0018
O -0.0006 0.0015 0.0015
O -0.0025 -0.0059 0.0041
O -0.0023 0.0015 0.0003
Si 0.0002 0.0003 -0.0022
Si -0.0005 0.0008 -0.0041
Si -0.0006 -0.0013 -0.0009
Si -0.0019 -0.0003 0.0011
Si 0.0014 0.008 0.0015
Si -0.0032 0.0012 -0.0034
Si -0.0094 0.034 0.015
Si -0.0048 0.0026 0.0073
Si -0.0086 -0.0083 -0.0028
Si 0.0005 0.0048 0.0004
Si -0.0036 -0.0012 -0.003
Si 0.0021 -0.0037 -0.0092
Si 0.0048 0.0104 0.0038
Si -0.0011 0.0051 -0.001
Si 0.0035 0.0033 0.0009
Si -0.0022 0.0051 -0.0017
Si 0.0013 0.0027 0.0012
Si 0.0004 0.0023 -0.0006
Si 0 0.0023 -0.0044
Si -0.0017 0.0003 0.0001
Si -0.0003 0.0022 -0.0035
Si 0.0011 0.1035 -0.0324
Si -0.0045 0.0024 0.0029
Si 0.0031 0.0011 -0.0059
Si 0.0025 0.0013 -0.0033
Si -0.0023 0.0107 0.0142
Si -0.0006 0.0008 0.0013
Si 0.0031 -0.0083 0.0024
Si -0.003 -0.001 -0.0094
Si 0.0003 0.0041 -0.0005
Si -0.0098 -0.0161 -0.0283
Si 0.0017 -0.0009 -0.0044
Si -0.001 0.0011 -0.0004
Si 0.0005 0.0072 -0.0025
Si 0.004 0.0043 -0.0024
Si -0.0064 -0.0045 0.0003
Si -0.009 -0.0139 -0.0001
O -0.0072 0.0089 0.0037
O -0.0018 -0.0016 0.0012
O -0.0011 -0.0025 0.0033
O 0.0014 -0.0047 -0.0046
O -0.0059 -0.0007 0.0033
O -0.006 0.0067 0.0035
O -0.0035 0.0002 0.0037
O -0.0074 -0.0141 0.0045
O 0.0003 0.001 0.0006
O 0.0034 -0.0056 0.0064
O -0.0013 -0.0003 0.0005
O -0.0005 0.0002 0.0025
O 0.0012 0.0032 0.0008
O 0.0007 -0.0003 0.0002
O 0.0086 -0.0116 -0.0024
O -0.0016 0.0016 -0.0018
O 0.0085 0.0046 -0.0005
O -0.0008 -0.0033 0.0016
O -0.0013 -0.0001 -0.0003
O 0.0005 -0.0068 -0.0075
O -0.0076 0.0003 0.0015
O 0.0006 0.0006 0.0004
O -0.002 0.0022 0.0021
O -0.0012 0.0002 0.0018
O 0.0079 0.015 -0.026
O 0 -0.0023 -0.001
O -0.0018 0.0001 0.0016
O -0.0012 0.0023 -0.0001
O -0.0028 -0.0006 -0.0006
O -0.0013 -0.0013 -0.0095
O -0.0002 -0.0009 0.0016
O -0.0024 0.0004 0.0008
O -0.0032 0.0009 -0.0013
O 0.0038 0.001 -0.0095
O 0.0051 -0.0033 -0.0092
O -0.0029 0.0009 0.0003
O -0.0002 0.0012 -0.0074
O 0.0006 0.0008 0.0021
O -0.0052 -0.005 -0.0032
O 0.0089 -0.1959 0.4587
O 0.0006 0.0001 -0.0029
O -0.0004 0.0014 0.0002
O -0.0003 0.0002 0.0005
O -0.0024 -0.0001 0.0022
O -0.0006 -0.0004 -0.0001
O -0.0013 0.0004 -0.0001
O 0.0023 0.0028 -0.0019
O 0.0002 -0.001 0.0015
O -0.0304 -0.0031 -0.0084
O -0.0007 -0.0017 -0.001
O -0.0019 0.0002 -0.0011
O 0.0003 -0.0026 -0.0033
O -0.0014 -0.0023 -0.0002
O 0.002 0.0013 0.0017
O 0.0043 -0.0011 0.0021
O 0.0005 0.0026 0.0009
O 0.0013 0.0054 0.0047
O 0.0004 -0.0004 -0.0007
O 0.0006 0.0025 -0.0002
O 0.0103 -0.012 0.0062
O 0.0072 -0.0058 0.0076
O -0.0027 -0.0012 0.0015
O -0.0084 -0.007 0.0094
O 0.004 0 -0.0031
O -0.0021 0.0015 -0.0036
O -0.0016 -0.0009 0.0018
H 0.0028 -0.0007 0.0026
H 0.062 0.1066 -0.4076

The program warned: the cutoff lies below the one the program advises for these potential files; the forces do not sum to zero within the program's tolerance; the exchange-correlation potential is rough where the density is thin.
